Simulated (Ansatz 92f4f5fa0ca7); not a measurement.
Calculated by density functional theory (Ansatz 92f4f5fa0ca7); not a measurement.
Periodic cell of 166 atoms, Si98O68, from a study of silicon, its oxide and their interface. The atomic structure is a simulated model.

Settings: functional r2SCAN; potential files Ansatz norm-conserving; basis plane waves; wave-function cutoff 1300 eV; density cutoff ratio 4; exchange-correlation grid ratio 1; k mesh 2 x 2 x 1, shifted by 0.5 0.5 0.5 of a step; self-consistency stop 5e-08 eV per atom in the density residual; occupations Fermi-Dirac, 0.05 eV; spin none; net charge 0.

Cell vectors (angstrom)
a, 10.88, 0, 0
b, 0, 10.88, 0
c, 0, 0, 24.4325

Atoms and the computed forces on them: element, x, y, z (angstrom), force x, y, z (eV/angstrom)
Si, -0.4365, 0.5452, 0.0817, -0.3082, -0.1867, -0.2534
Si, 2.2639, 2.58, 0.3678, -0.173, -0.1995, -0.1587
Si, -0.1906, 4.2302, -0.1911, 0.601, -0.3912, 0.1901
Si, 3.2519, 7.0008, 0.2694, -0.1697, 0.0342, 0.2622
Si, 5.8208, -0.6009, -0.2377, 0.007, -0.1812, 0.1435
Si, 8.1412, 2.3905, 0.6088, -0.2389, -0.0126, -0.5899
Si, 5.8039, 4.431, -0.0065, 0.8517, 0.1252, -0.1013
Si, 7.859, 8.7823, -0.5099, -0.1339, 0.1018, 0.1168
Si, 1.026, 1.3059, 1.771, -0.0043, 0.4019, -0.2167
Si, 4.0317, 3.8221, 1.3693, -0.1224, -0.2986, 0.0729
Si, 0.427, 7.0971, 0.3365, 0.212, 0.0107, 0.4079
Si, 4.4624, 8.9038, 1.0847, -0.1021, 0.1123, 0.3045
Si, 6.559, 0.9679, 1.4618, -0.0046, 0.0382, -0.0083
Si, 9.4753, 3.8393, 1.7349, 0.0828, -0.3882, -0.0598
Si, 7.1287, 7.0041, 1.1263, -0.5448, -0.415, -0.2567
Si, 9.2576, 9.668, 1.1965, 0.257, 0.356, -0.0041
Si, -0.0366, 2.7452, 3.1449, -0.2455, 0.0536, 0.1392
Si, 2.5109, -0.1072, 2.8029, 0.3151, -0.4125, -0.3856
Si, -0.3048, 8.1366, 2.437, 0.2773, -0.118, -0.2808
Si, 2.9141, 5.586, 2.4122, 0.3436, 0.0444, 0.0267
Si, 5.3161, 2.4862, 2.796, -0.1413, 0.0822, -0.0625
Si, 8.095, -0.0356, 2.8596, -0.0639, 0.0292, 0.0031
Si, 5.735, 8.0479, 2.8108, -0.133, 0.2494, -0.2109
Si, 8.1688, 5.4915, 2.6607, 0.0037, 0.0257, 0.2884
Si, 1.4037, 4.3142, 4.0244, 0.2281, -0.0187, -0.0132
Si, 3.9369, 1.2182, 4.1802, 0.1165, 0.0668, -0.1065
Si, 1.1485, 9.3563, 3.9936, 0.0644, -0.19, 0.0346
Si, 4.1843, 6.7461, 4.0223, -0.1767, -0.091, -0.0387
Si, 6.7408, 4.0592, 4.0403, -0.1517, 0.0362, -0.4672
Si, 9.4149, 1.3349, 4.2838, 0.0779, 0.2176, -0.0403
Si, 6.78, 9.5321, 4.2502, 0.2948, 0.123, 0.0062
Si, 9.4529, 6.84, 4.0936, -0.1658, -0.0393, -0.1138
Si, -0.0629, -0.0839, 5.4777, -0.2074, 0.1336, 0.0642
Si, 2.5718, 2.7281, 5.3617, 0.1125, 0.2881, 0.1147
Si, -0.0208, 5.5304, 5.4931, -0.004, 0.1496, -0.0423
Si, 2.6628, 8.0917, 5.3142, 0.0104, 0.05, -0.1095
Si, 5.4069, 0.0274, 5.5921, -0.0721, -0.0268, 0.0398
Si, 8.0994, 2.8199, 5.5115, 0.0707, -0.1504, 0.169
Si, 5.4194, 5.404, 5.4705, -0.0876, -0.071, 0.1457
Si, 8.1437, 8.183, 5.5664, 0.072, -0.0142, 0.0618
Si, 1.236, 1.3849, 6.8213, -0.1537, -0.0421, 0.0108
Si, 3.9446, 4.0265, 6.7039, -0.0313, -0.099, -0.038
Si, 1.3027, 6.9267, 6.8495, 0.0365, -0.0815, 0.0269
Si, 3.9258, 9.4842, 6.7324, 0.0115, 0.0799, 0.1509
Si, 6.7965, 1.5016, 6.9246, -0.1487, 0.2987, 0.0494
Si, 9.4752, 4.1661, 6.912, 0.1424, -0.0988, -0.0939
Si, 6.7222, 6.8527, 6.8836, -0.1007, -0.1097, -0.0186
Si, 9.4334, 9.6327, 6.9365, 0.181, -0.0387, -0.0944
Si, -0.1244, 2.6961, 8.3201, -0.1456, -0.0791, -0.2533
Si, 2.708, 0.0689, 8.1269, 0.2074, 0.0439, -0.1827
Si, 0.0712, 8.4537, 8.2494, 0.1634, 0.1044, -0.1116
Si, 2.6425, 5.4334, 8.0664, -0.02, 0.101, -0.0293
Si, 5.2527, 2.7936, 8.181, 0.2023, -0.0684, -0.2955
Si, 8.1322, 0.1367, 8.3572, 0.1411, 0.1871, 0.0949
Si, 5.2678, 8.2328, 8.1944, -0.185, 0.105, -0.0833
Si, 8.2213, 5.6783, 8.2588, -0.1783, -0.2619, 0.4283
Si, 1.472, 3.9474, 9.4646, -0.2867, 0.2327, 0.2455
Si, 4.373, 1.055, 9.4607, -0.2867, -0.0265, -0.039
Si, 1.4509, 9.7721, 9.7072, 0.3678, 0.0411, 0.1398
Si, 4.1835, 6.5397, 9.4532, 0.1638, -0.0791, -0.2339
Si, 5.7597, 4.6915, 9.481, 0.1311, 0.3703, 0.4661
Si, 9.4679, 1.4242, 9.9872, -0.0077, -0.0183, 0.17
Si, 6.3738, 9.9409, 9.4805, -0.2654, -0.1791, -0.1744
Si, 9.4979, 7.1995, 9.4734, 0.1557, -0.1944, 0.094
Si, 0.6288, 0.4829, 11.2873, 0.0451, 0.1306, 0.3723
Si, 2.9246, 2.5457, 10.7037, 0.4129, -0.5845, 0.7764
Si, 0.2941, 6.2963, 10.8147, -0.5965, -0.3421, 0.4138
Si, 2.4389, 7.2897, 11.0089, 0.8267, -0.0153, 0.3048
Si, 7.0193, -0.1556, 11.6897, 0.2865, -0.9021, -1.422
Si, 7.869, 2.257, 11.7297, 0.3216, 0.491, -0.5581
Si, 5.2916, 4.178, 11.6422, -0.4557, -0.3023, -0.34
Si, 7.9125, 8.3522, 10.7972, -0.4432, 0.7016, 0.6219
Si, -2.49, 4.0525, 13.9428, 0.0957, -0.0593, 0.1454
Si, 0.9692, 7.0328, 13.4782, -0.0396, 0.0952, 0.1923
Si, 3.93, 9.5467, 15.2674, -0.2502, 0.0947, 0.166
Si, 6.6774, 6.539, 13.0898, 0.1209, -0.2376, -0.2156
Si, 1.1341, 5.2615, 17.6002, 0.5927, -0.3155, 0.189
Si, 8.8715, 2.8296, 17.7703, -0.1674, -0.1501, 0.2229
Si, 5.9382, 9.5371, 14.0181, -0.2967, 0.0303, 0.1184
Si, 7.7604, 1.2534, 13.9307, 0.6023, 0.4304, 1.3592
Si, 15.0473, 9.6446, 18.1634, -0.0224, 0.3004, 0.2784
Si, 11.8818, 10.0344, 14.2334, -0.2082, -0.0777, 0.0002
Si, 0.8532, 2.4511, 17.5908, 0.3804, -0.1088, 0.1733
Si, -0.2747, 5.3671, 15.6933, -0.1241, 0.0939, -0.5199
Si, 4.3455, -5.5508, 22.1649, 0.0272, -0.2818, 0.1169
Si, 10.1739, 1.1875, 15.5962, 0.1119, 0.0821, -0.0816
Si, 14.3319, -3.6425, 17.1046, -0.0978, 0.0026, 0.0279
Si, 1.2559, 10.2906, 22.0025, 0.2542, 0.7874, 0.1463
Si, 6.541, 17.0719, 20.3903, -0.1196, -0.2424, -0.1616
Si, 3.8993, 0.3952, 23.1119, -0.3565, 0.4524, -0.1793
Si, -0.5847, 6.3443, 20.0011, 0.0798, -0.73, -0.9743
Si, 8.5797, -4.7932, 17.4688, -0.0929, -0.049, -0.4263
Si, 6.0739, 7.3638, 18.3915, -0.0486, 0.0226, -0.1193
Si, 14.9655, 2.6767, 20.9146, -0.0966, -0.2126, -0.2355
Si, 2.3493, 0.7767, 19.4825, 0.0312, 0.2631, -0.1308
Si, 10.0921, 7.9312, 21.9778, 0.0763, 0.047, 0.5034
Si, 8.7847, 4.662, 21.685, -0.2788, -0.7252, -0.0108
Si, 6.9548, 3.2591, 19.9641, -0.1489, -0.4549, -0.1103
O, -1.6433, 1.6011, -0.4229, -0.0302, -0.0705, 0.8118
O, 2.8281, -0.6997, -1.9447, -0.1331, 0.0179, 0.1027
O, 3.5521, 4.1737, -3.1014, 0.2352, 0.2107, 0.2206
O, 1.0567, 3.2103, -0.6397, 0.0357, 0.2695, 0.2799
O, 2.9033, 2.2162, -4.5023, 0.0888, -0.173, 0.2179
O, 0.716, 5.4925, 0.3441, -0.2712, 0.3278, -0.3183
O, 0.3911, 11.0602, -1.282, 0.0949, -0.2629, -0.2483
O, 3.2186, -1.0198, 1.6099, 0.074, 0.1531, 0.2269
O, 7.198, 3.5748, -0.0619, -0.4592, 0.2475, 0.045
O, 7.925, 3.3226, -3.1481, 0.046, 0.5732, -0.068
O, 16.3966, 2.5921, -4.2618, 0.043, 0.3058, 0.1324
O, 9.5632, 4.4924, -1.3398, 0.0748, 0.2434, -0.2288
O, 6.6376, 4.791, -4.9141, 0.0812, 0.2403, 0.3453
O, 9.0913, 6.6345, -5.5163, 0.3609, -0.0506, 0.2402
O, 6.0038, 6.0339, 0.3528, 0.4158, -0.4104, 0.0207
O, 0.589, -0.1972, 12.7925, -0.0177, 0.1245, -0.1156
O, -3.885, -0.0992, 14.5545, 0.077, -0.0378, -0.3541
O, 1.7764, 1.666, 11.5167, -0.3318, -0.1258, -0.323
O, 3.7913, 3.4927, 11.7868, 0.0543, 0.0135, -0.1557
O, 2.5179, 8.9104, 10.6994, -0.5967, -0.2122, -0.4287
O, 0.5363, 4.6744, 10.6775, 0.4759, 0.1336, -0.4763
O, 2.4198, 7.077, 12.6809, -0.3362, 0.0314, -0.316
O, 4.2312, 10.3466, 16.6857, -0.1499, -0.4639, -0.0731
O, 5.7152, -0.8087, 12.4797, 0.4053, 0.0711, 0.3555
O, 6.3623, 2.9209, 11.6802, 0.2193, -0.3201, 0.6138
O, 9.3888, 1.206, 14.1747, -0.2658, -0.1215, 0.1957
O, 7.4233, 4.9341, 9.5432, -0.2601, 0.2231, -0.804
O, 5.4727, 5.4789, 12.6517, 0.2229, -0.0807, 0.1801
O, -2.1137, 3.5028, 12.4381, -0.2602, -0.1006, 0.1289
O, 0.1043, -0.2369, 15.4771, 0.0374, 0.1734, -0.3103
O, -0.1764, 6.6606, 12.3639, 0.4163, 0.077, -0.1057
O, 6.3331, 7.9023, 13.9703, 0.1226, 0.2254, -0.189
O, 8.314, 9.6127, 11.8459, -0.301, 0.0311, 0.0933
O, 3.6717, 7.9569, 15.645, 0.0187, 0.2057, 0.2574
O, 7.6935, 5.5374, 13.9023, -0.1119, -0.0094, -0.193
O, 0.6527, 8.4602, 14.1598, 0.1672, -0.0837, -0.0678
O, 1.3082, 11.089, 20.5813, 0.1137, -0.1974, 0.2843
O, -1.1514, 4.2177, 14.873, -0.2102, 0.2647, -0.0762
O, 25.2669, -4.7696, 23.3192, -0.086, 0.1186, 0.0138
O, 12.6588, 3.7596, 17.803, -0.3983, 0.1558, 0.0178
O, 5.6369, 8.9622, 18.5059, -0.3281, -0.2778, -0.2585
O, 2.61, 10.1999, 14.5328, 0.0925, -0.2652, 0.1908
O, 2.3545, 6.1117, 16.9822, -0.0905, 0.1446, 0.0537
O, 10.3606, 13.6453, 18.4296, -0.0995, 0.0554, -0.3286
O, 12.4231, 1.0731, 18.1027, -0.0072, 0.1404, 0.1482
O, 8.5434, 4.4134, 17.3883, 0.0712, 0.2733, 0.1074
O, 7.2789, 7.1175, 11.6778, -0.065, 0.0293, 0.2505
O, 7.3989, 13.6866, 14.5014, 0.1434, -0.0498, -0.0642
O, 14.5346, 10.7027, 19.2678, -0.1425, -0.1121, -0.1775
O, 11.3696, 2.2413, 16.0052, -0.2811, -0.1863, 0.2517
O, 0.8462, 5.9188, 14.6355, -0.2834, 0.0381, 0.0595
O, -1.9276, 1.6132, 16.6476, 0.3281, 0.0838, -0.0638
O, -1.3465, 6.5159, 16.2142, 0.0542, -0.3527, 0.121
O, -3.6517, 6.9666, 17.2968, -0.0238, -0.1058, 0.1829
O, 3.0395, -2.4245, 18.1279, 0.4131, -0.0459, -0.3261
O, 4.7896, -4.3118, 17.7381, 0.0019, 0.422, 0.0661
O, 11.5967, 6.0389, 19.0014, -0.4397, 0.108, 0.2858
O, 8.6367, -2.215, 22.3967, 0.0321, -0.0641, 0.379
O, 3.0612, -9.5858, 24.1817, 0.3751, -0.3286, -0.4154
O, 5.1078, 6.3839, 21.1898, 0.1849, -0.2669, 0.0976
O, 1.8497, 7.8269, 24.4532, -0.273, -0.1781, -0.3303
O, 9.9817, 4.8566, 20.6092, -0.0819, 0.4859, 0.1202
O, 4.3011, 1.5361, 22.0394, -0.1296, 0.0684, -0.0589
O, 5.4864, 4.3999, 22.845, -0.3184, 0.3045, -0.2446
O, 11.3611, 8.9127, 21.6682, -0.2573, -0.1668, 0.2676
O, 10.3606, 7.2208, 23.4474, -0.0014, 0.4019, -0.3026
O, 7.7707, 5.9852, 21.5175, 0.0389, -0.2569, 0.0521
O, 7.6992, 2.4041, 18.8014, 0.1638, 0.4291, 0.063

Results
free energy: -43087.429 eV
free energy less fixed offsets of O -463.61, Si -117.95 eV per atom: -2.849 eV
pressure: -1.76 GPa
stress xx, yy, zz, yz, xz, xy (GPa, positive in tension): 1.6, 2.18, 1.5, 1.93, -0.62, -1.06
